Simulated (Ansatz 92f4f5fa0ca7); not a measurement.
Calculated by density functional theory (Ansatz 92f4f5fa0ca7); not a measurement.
Periodic cell of 276 atoms, Si168O108, from a study of silicon, its oxide and their interface. The atomic structure is a simulated model.
Doubt: the cutoff is low for norm-conserving oxygen, so forces and energies are approximate.
Doubt: the program's own warning below bears on the result.
This geometry differs little from another in the collection (a relaxation step or a small displacement).

Settings: functional HSE06; potential files SPMS norm-conserving; basis plane waves; wave-function cutoff 800 eV; density cutoff ratio 4; exchange-correlation grid ratio 1; k mesh 1 x 1 x 1, Gamma-centred; occupations fixed; spin none; net charge 0.

Cell vectors (angstrom)
a, 11.6015, 0, 0
b, 0, 13.3963, 0
c, 0, 0, 30.9508

Atoms: element, x, y, z (angstrom)
Si, 0.0849, -0.1546, 24.2181
Si, 3.9097, -0.0456, 24.1488
Si, 7.7582, 0.0568, 24.1059
Si, 1.92, 3.4392, 24.0823
Si, 5.9981, 3.452, 24.226
Si, 9.6097, 3.3312, 24.2866
Si, 0.1113, 6.5174, 24.2587
Si, 3.9163, 6.7943, 24.3972
Si, 7.7294, 6.772, 24.1678
Si, 2.0171, 10.0317, 24.5329
Si, 5.8829, 10.0061, 24.258
Si, 9.7107, 10.0497, 24.2923
Si, 0.0327, 2.1861, 24.8396
Si, 3.9325, 2.2766, 24.7325
Si, 7.7549, 2.1912, 25.154
Si, 2.0292, 5.5567, 25.1538
Si, 5.8527, 5.6394, 25.0679
Si, 9.6658, 5.59, 24.9798
Si, 0.0332, 8.8359, 24.9834
Si, 3.9697, 8.9669, 25.2301
Si, 7.7973, 8.9354, 25.0903
Si, 2.0128, 12.2996, 25.1542
Si, 5.8612, 12.2798, 24.937
Si, 9.6729, 12.303, 24.995
Si, 0.0168, 2.2157, 27.2831
Si, 3.8933, 2.2447, 27.2294
Si, 7.7446, 2.2036, 27.4796
Si, 1.9788, 5.5565, 27.4788
Si, 5.8318, 5.5873, 27.4257
Si, 9.6809, 5.5849, 27.3672
Si, 0.0151, 8.8903, 27.3698
Si, 3.9191, 8.9407, 27.5397
Si, 7.7696, 8.9232, 27.4409
Si, 1.9648, 12.3009, 27.481
Si, 5.8354, 12.2808, 27.3426
Si, 9.6747, 12.2864, 27.3772
Si, 1.9619, 1.1588, 28.1551
Si, 5.7827, 1.1096, 28.1663
Si, 9.7054, 1.1107, 28.1855
Si, 0.0083, 4.4397, 28.1605
Si, 3.9106, 4.4311, 28.1854
Si, 7.7606, 4.4632, 28.1902
Si, 1.9503, 7.8076, 28.2045
Si, 5.8456, 7.8043, 28.2285
Si, 9.6953, 7.7991, 28.2003
Si, 0.0073, 11.1445, 28.167
Si, 3.9096, 11.1897, 28.2131
Si, 7.7484, 11.1693, 28.1841
Si, 1.9336, 1.1164, 30.5559
Si, 5.8008, 1.1164, 30.5559
Si, 9.6679, 1.1164, 30.5559
Si, 0, 4.4654, 30.5559
Si, 3.8672, 4.4654, 30.5559
Si, 7.7343, 4.4654, 30.5559
Si, 1.9336, 7.8145, 30.5559
Si, 5.8008, 7.8145, 30.5559
Si, 9.6679, 7.8145, 30.5559
Si, 0, 11.1635, 30.5559
Si, 3.8672, 11.1635, 30.5559
Si, 7.7343, 11.1635, 30.5559
Si, 0, 0, 0.3944
Si, 3.8672, 0, 0.3944
Si, 7.7343, 0, 0.3944
Si, 1.9336, 3.3491, 0.3944
Si, 5.8008, 3.3491, 0.3944
Si, 9.6679, 3.3491, 0.3944
Si, 0, 6.6981, 0.3944
Si, 3.8672, 6.6981, 0.3944
Si, 7.7343, 6.6981, 0.3944
Si, 1.9336, 10.0472, 0.3944
Si, 5.8008, 10.0472, 0.3944
Si, 9.6679, 10.0472, 0.3944
Si, -0.0157, 0.0026, 2.748
Si, 3.8781, 0.0135, 2.7568
Si, 7.7159, 0, 2.7556
Si, 1.9264, 3.3559, 2.7612
Si, 5.7838, 3.3787, 2.7451
Si, 9.6754, 3.3764, 2.7517
Si, -0.0301, 6.6751, 2.776
Si, 3.8249, 6.6911, 2.7425
Si, 7.7204, 6.7062, 2.7803
Si, 1.8981, 10.0576, 2.7543
Si, 5.7607, 10.0349, 2.7676
Si, 9.6009, 10.0547, 2.7698
Si, -0.0061, 2.2287, 3.5289
Si, 3.8656, 2.2503, 3.5383
Si, 7.7306, 2.2623, 3.4434
Si, 1.916, 5.5758, 3.5866
Si, 5.761, 5.6161, 3.5311
Si, 9.6346, 5.5826, 3.6339
Si, -0.0586, 8.9298, 3.481
Si, 3.812, 8.908, 3.5311
Si, 7.6688, 8.9275, 3.6138
Si, 1.9335, 12.3096, 3.4979
Si, 5.7939, 12.2599, 3.5722
Si, 9.6483, 12.295, 3.5588
Si, -0.011, 2.2039, 5.8905
Si, 3.8795, 2.2499, 5.9043
Si, 7.7125, 2.2831, 5.7594
Si, 1.9116, 5.5599, 5.975
Si, 5.71, 5.6381, 5.8917
Si, 9.6024, 5.5522, 6.0528
Si, -0.1427, 8.9383, 5.815
Si, 3.719, 8.8717, 5.8949
Si, 7.591, 8.9098, 6.0214
Si, 1.9231, 12.3235, 5.8404
Si, 5.7894, 12.2273, 5.9581
Si, 9.6346, 12.314, 5.9403
Si, 1.9607, 1.1468, 6.6954
Si, 5.8567, 1.1187, 6.5549
Si, 9.5889, 1.1947, 6.649
Si, -0.006, 4.4061, 6.7058
Si, 3.8828, 4.4507, 6.7828
Si, 7.5606, 4.4606, 6.6803
Si, 1.713, 7.8145, 6.6826
Si, 5.6029, 7.8126, 6.8412
Si, 9.5631, 7.8328, 6.7303
Si, 0.0078, 11.171, 6.5625
Si, 3.7834, 11.1007, 6.5931
Si, 7.7579, 11.1441, 6.7904
O, 4.0699, 4.3725, 8.439
O, 5.371, 7.7117, 8.4949
O, 9.3974, 1.4431, 8.2814
O, 9.6381, 7.9791, 8.3808
O, 2.0284, 1.222, 8.3477
O, 6.2246, 1.1964, 8.1651
O, 1.3609, 7.8614, 8.3072
O, 0.2446, 11.1058, 8.1905
O, 3.6214, 10.8835, 8.2262
O, 0.2056, 4.2288, 8.341
O, 7.1483, 4.4065, 8.2976
O, 7.8822, 11.145, 8.4476
O, 6.5539, 3.7124, 22.6719
O, 2.2123, 10.0509, 22.9107
O, 7.7558, 0.2175, 22.4397
O, 11.9832, 6.0112, 22.7
O, 7.5248, 6.901, 22.5086
O, 0.2695, 12.7818, 22.643
O, 9.6416, 10.0839, 22.649
O, 3.9686, 7.0982, 22.7836
O, 6.0022, 9.7765, 22.6255
O, 9.2458, 3.3675, 22.667
O, 1.681, 3.7501, 22.4453
O, 3.8419, -0.2523, 22.5074
Si, 7.7022, 10.5669, 16.799
Si, 4.4344, 11.1551, 9.5898
Si, 9.3915, 10.5297, 21.1174
Si, 1.9024, 7.2902, 9.7183
Si, 2.6549, 1.5512, 9.8041
Si, 8.366, 6.548, 21.1548
Si, 10.804, 8.0384, 20.6707
Si, 2.1154, 12.3605, 11.2934
Si, 9.6967, 6.139, 14.0012
Si, 9.9921, 1.4513, 16.2896
Si, 5.6224, 0.5425, 9.5008
Si, 1.6531, 9.548, 21.5058
Si, 10.9249, 4.0766, 9.6836
Si, 7.9109, 3.6121, 21.7655
Si, 4.8308, 6.0696, 12.1279
Si, 7.2798, 0.794, 20.979
Si, 10.1589, 1.1619, 9.6824
Si, 10.9408, 4.4813, 16.4166
Si, 7.9438, 4.9637, 9.5846
Si, 2.1878, 5.082, 16.8122
Si, 1.2366, 13.6416, 16.4081
Si, 7.67, 1.5634, 14.0966
Si, 11.3578, 11.752, 9.5766
Si, 7.3997, 4.4311, 12.5839
Si, 7.8314, 0.0133, 11.4423
Si, 11.8352, 12.2448, 21.122
Si, 11.1936, 6.5528, 11.467
Si, 5.1775, 7.9379, 19.1529
Si, 3.2349, 7.0772, 14.7478
Si, 2.3136, -1.8912, 14.3087
Si, 4.8393, 11.3267, 15.8513
Si, 1.0553, 8.8921, 15.3675
Si, 3.4691, 7.1408, 21.2598
Si, 4.545, 12.9549, 21.0588
Si, 2.1043, 0.2117, 19.2485
Si, 3.4824, 9.0048, 16.9058
Si, 3.0468, 2.2908, 17.4224
Si, 8.022, 13.423, 18.1404
Si, 12.7963, 5.0888, 21.6413
Si, 8.4125, 10.7954, 9.9424
Si, 6.2448, 10.2717, 21.1048
Si, 9.5047, 8.4155, 15.8491
Si, 5.6367, 14.2921, 16.4275
Si, 4.8379, 8.2182, 9.951
Si, -3.811, 7.9628, 18.2843
Si, 3.2343, 4.5369, 9.8284
Si, 0.2592, 5.7906, 18.9204
Si, 8.8618, 7.801, 9.7924
O, 9.2388, 0.9431, 17.623
O, 9.1895, 0.6844, 10.8773
O, 0.8992, 4.5503, 15.9858
O, 2.1259, 12.1754, 12.8693
O, 6.0174, 5.237, 12.8602
O, 0.3715, 4.8288, 20.2499
O, 10.0963, 5.2398, 15.2763
O, 4.8867, 12.9005, 16.1424
O, 2.4867, 3.1281, 10.163
O, 1.9751, 1.6903, 16.3565
O, 7.7241, 0.335, 13.0259
O, 5.3786, 7.3021, 11.1912
O, 3.3982, -0.4765, 19.9278
O, 2.4449, 5.9282, 21.0781
O, 1.3089, 10.2327, 14.482
O, 4.2358, 1.2732, 9.8084
O, 3.8812, 8.2934, 18.2762
O, 5.3386, 11.5728, 20.8966
O, -0.2315, 5.0316, 10.9086
O, 1.7193, 7.6481, 14.5474
O, 9.9719, 9.3387, 20.1744
O, 7.4953, 2.9854, 13.3176
O, 6.2819, 7.3644, 18.0963
O, 7.7882, 6.5832, 9.672
O, 7.5151, 4.2465, 10.9691
O, 10.466, 2.9595, 16.5478
O, 8.8218, 9.8856, 15.8389
O, 8.1105, 7.3704, 19.7719
O, 10.9186, 2.5193, 10.1447
O, 6.4016, 1.4001, 15.0928
O, 3.8868, 6.664, 13.3226
O, 9.8769, 7.0102, 21.5147
O, 10.9924, 6.4557, 13.0692
O, 0.8698, 7.4133, 10.9595
O, 8.1504, 9.2052, 10.2185
O, 8.9567, 7.6251, 17.1922
O, 1.1551, 10.9218, 20.7902
O, 6.6423, 0.6982, 17.6644
O, 4.5406, 1.9444, 16.9367
O, -0.4876, 8.6027, 15.74
O, 2.8126, 8.5987, 20.8736
O, 6.5859, 0.7778, 10.7591
O, 5.7825, 9.1679, 20.0277
O, 7.7754, 11.8173, 11.0554
O, 1.8755, -0.7562, 15.3496
O, 8.155, 4.9619, 20.8901
O, 9.8978, 7.345, 10.9296
O, 4.0559, 8.2373, 15.5662
O, 10.0055, 11.026, 10.0396
O, 11.1713, 13.3463, 9.3783
O, 4.078, 5.0123, 11.1365
O, 0.3699, 8.5758, 21.655
O, 3.1678, 5.8227, 15.7702
O, 11.2691, 0.4718, 16.0903
O, 10.2816, 11.8568, 20.802
O, 7.5502, 9.566, 18.066
O, 2.189, 5.7184, 9.5133
O, 3.0051, 3.8819, 17.4845
O, 11.4057, 7.2742, 19.3853
O, 8.1693, 11.9748, 17.4293
O, 1.5657, -0.4247, 17.8559
O, 5.4674, 12.3465, 9.2505
O, 6.3721, 10.7727, 15.8761
O, 8.6114, 5.3532, 13.1094
O, 7.9732, 13.3711, 19.759
O, 3.8959, 11.1215, 14.5285
O, 9.0267, 1.4542, 14.982
O, 2.6156, 1.7147, 18.89
O, 3.464, 11.6861, 10.7413
O, 5.6557, 0.7284, 20.872
O, 10.7736, 5.1666, 17.8838
O, 4.7012, 6.858, 20.252
O, 9.0655, 7.5236, 14.5688
O, 4.0661, 10.5082, 17.0105
O, 0.8636, 11.5282, 10.7115
O, 3.2282, 8.1236, 10.0731
O, 7.7283, 2.3368, 20.7997
O, 9.4689, 4.5905, 9.2409
O, 0.8297, 0.0684, 20.2386
O, 1.6356, 5.9632, 18.0642
O, 5.1907, 9.8045, 10.0758
O, 7.803, 10.6747, 20.8762
O, 2.0107, 0.5446, 10.9054
O, 1.8679, 9.0298, 16.773

Results
free energy: -67413.962 eV
free energy less fixed offsets of O -447.96, Si -113.29 eV per atom: -1.562 eV
gap between the highest filled and lowest empty level on this k mesh: 1.420 eV

The program warned: the cutoff lies below the one the program advises for these potential files; the model core charge is not resolved on the grid; the forces do not sum to zero within the program's tolerance; the exchange-correlation potential is rough where the density is thin.
